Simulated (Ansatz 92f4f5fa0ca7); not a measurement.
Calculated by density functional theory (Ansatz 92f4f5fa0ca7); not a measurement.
Periodic cell of 184 atoms, Si120O64, from a study of silicon, its oxide and their interface. The atomic structure is a simulated model.
This geometry differs little from another in the collection (a relaxation step or a small displacement).

Settings
functional: r2SCAN
potential files: Ansatz PAW
basis: plane waves
wave-function cutoff: 800 eV
density cutoff ratio: 5
exchange-correlation grid ratio: 1
k mesh: 1 x 1 x 1, shifted by 0.5 0.5 0 of a step
self-consistency stop: 1e-10 eV per atom in the density residual
occupations: fixed
spin: none
net charge: 0

Cell vectors (angstrom)
a  10.88  0  0
b  0  10.88  0
c  0  0  27.228

Atoms: element, x, y, z (angstrom)
Si  0.4324  -0.1958  -0.1186
Si  2.9735  2.4093  0.2167
Si  -0.0865  5.5225  -0.2149
Si  2.5925  8.424  0.0469
Si  5.0289  0.1102  0.0364
Si  7.7774  2.7602  -0.2423
Si  5.8603  5.3054  0.0057
Si  8.5193  7.7219  -0.0746
Si  1.451  1.2184  1.4699
Si  4.1762  4.1287  1.2129
Si  1.4093  6.7308  1.1617
Si  4.0291  9.501  1.5131
Si  6.7514  1.2309  1.1885
Si  9.5722  3.8813  1.0101
Si  6.9736  6.7553  1.4191
Si  9.6019  9.497  1.0487
Si  0  2.6625  2.5607
Si  2.7285  -0.066  2.8916
Si  0.0327  8.1238  2.5274
Si  2.766  5.4228  2.5655
Si  5.4765  2.6854  2.5938
Si  8.2006  -0.083  2.4887
Si  5.5105  8.1135  2.6658
Si  8.297  5.2582  2.5998
Si  1.3699  4.0611  3.9069
Si  4.117  1.3911  4.0406
Si  1.3094  9.4231  4.0507
Si  4.1042  6.758  3.9683
Si  6.8494  4.0061  3.9649
Si  9.5072  1.307  3.9048
Si  6.8563  9.5093  3.9567
Si  9.5769  6.7421  3.9189
Si  -0.042  -0.0276  5.3278
Si  2.7055  2.7352  5.3351
Si  0.0499  5.425  5.3067
Si  2.7364  8.106  5.342
Si  5.4832  -0.0059  5.3268
Si  8.1787  2.6563  5.3185
Si  5.4659  5.3953  5.3077
Si  8.1899  8.1128  5.2942
Si  1.3268  1.3598  6.6685
Si  4.0701  4.0894  6.6861
Si  1.3709  6.7859  6.696
Si  4.0798  9.5177  6.658
Si  6.8063  1.3464  6.6942
Si  9.5276  4.0684  6.6411
Si  6.7962  6.7897  6.6656
Si  9.4904  9.5056  6.6916
Si  -0.0291  2.7281  8.0372
Si  2.6893  -0.0132  8.0063
Si  -0.0102  8.1575  8.0316
Si  2.7215  5.4593  8.0482
Si  5.4339  2.7181  8.0212
Si  8.1323  -0.0036  8.0546
Si  5.4336  8.1743  8.026
Si  8.1666  5.4309  8.0116
Si  1.2964  4.1504  9.3683
Si  4.0403  1.3644  9.3396
Si  1.315  9.5366  9.3984
Si  4.0697  6.8329  9.3943
Si  6.802  4.0799  9.376
Si  9.465  1.384  9.4044
Si  6.7666  9.5424  9.4115
Si  9.4837  6.8277  9.3882
Si  -0.096  0.0021  10.7506
Si  2.6699  2.7691  10.6204
Si  -0.0631  5.4998  10.7855
Si  2.6724  8.1709  10.7515
Si  5.3922  0.0435  10.7393
Si  8.1325  2.7554  10.8068
Si  5.4737  5.48  10.7048
Si  8.1364  8.193  10.7652
Si  1.241  1.4944  11.9404
Si  4.049  4.1133  11.9376
Si  1.2909  6.8592  12.1579
Si  4.0256  9.5547  12.0639
Si  6.726  1.4018  12.1374
Si  9.4447  4.1837  12.1883
Si  6.804  6.8282  12.1227
Si  9.4364  9.5379  12.2009
Si  -0.0518  2.8011  13.453
Si  2.5945  0.1274  13.2
Si  -0.0232  8.2041  13.6242
Si  2.6947  5.3999  13.3252
Si  5.3591  2.8425  13.3935
Si  7.9856  0.0223  13.565
Si  5.3624  8.1671  13.4158
Si  8.1413  5.5461  13.646
Si  1.6442  3.851  14.7246
Si  3.7605  1.5971  14.5402
Si  1.0261  10.0579  14.6138
Si  4.1475  6.607  14.6649
Si  6.3999  4.4478  14.787
Si  9.576  1.2891  14.723
Si  6.8932  9.1939  14.8488
Si  9.3155  7.1206  15.0938
Si  2.8611  2.027  18.5551
Si  1.5476  4.8071  17.6827
Si  -0.9387  6.4916  18.2533
Si  5.6273  -1.8207  17.8019
Si  5.0901  0.9384  17.1776
Si  7.6435  9.6087  19.926
Si  3.1601  7.4329  17.462
Si  11.4957  1.1217  24.2916
Si  1.6497  10.0716  17.5458
Si  10.1587  0.1215  19.0709
Si  7.6727  2.5148  16.8851
Si  4.2328  3.8958  23.5258
Si  2.9828  10.7353  23.0716
Si  -4.2409  7.1136  24.897
Si  6.8955  1.1702  21.4275
Si  6.8122  5.1506  22.7976
Si  -0.9912  7.8211  20.8422
Si  4.1186  1.9405  21.3245
Si  0.3785  10.1541  21.9239
Si  4.4973  8.975  25.0513
Si  8.9674  2.5996  19.6203
Si  6.8264  2.4917  24.0958
Si  1.5025  14.6747  25.0258
Si  8.6753  16.2286  20.4896
O  -0.1501  0.2537  -4.0991
O  1.9786  -0.7185  -5.2686
O  1.9749  2.9323  -0.9369
O  -1.2249  6.6434  -0.5723
O  -3.4804  6.3635  -3.5364
O  -3.2117  7.9933  -1.4412
O  1.5043  9.5119  -0.5472
O  3.547  9.5217  -3.3217
O  4.0263  1.327  -0.4108
O  7.6768  2.1489  -1.783
O  8.2467  1.7425  -6.45
O  5.6629  2.0712  -6.3731
O  5.7467  6.0807  -1.4302
O  6.8525  4.0816  -0.3787
O  5.274  10.1406  -1.3433
O  10.9274  11.4931  -1.497
O  1.2392  4.6375  16.0958
O  -7.8263  1.8274  20.1384
O  4.4243  0.6979  15.726
O  2.6859  2.6644  15.1934
O  1.8795  9.862  15.9722
O  -0.173  11.0599  15.1195
O  3.2428  7.3183  15.8369
O  7.2378  5.2878  21.2379
O  5.2717  5.5517  15.2741
O  11.0441  5.3055  18.3444
O  8.989  2.013  16.0766
O  10.4032  7.7112  19.2701
O  8.1626  8.2495  15.2114
O  6.1763  9.3025  16.3031
O  12.8933  3.3743  18.2755
O  9.7487  6.8506  16.6732
O  9.428  3.9306  20.3826
O  -0.1084  -0.1627  20.5181
O  5.194  5.1096  23.0142
O  4.6629  7.778  17.9332
O  -2.2507  10.4977  18.9944
O  4.1317  11.5181  22.2812
O  2.2566  8.6521  18.081
O  2.8828  -6.5486  24.3276
O  10.1774  1.7405  18.9618
O  2.6449  5.9802  17.9726
O  6.7498  10.5267  20.9107
O  4.9144  10.4946  18.1068
O  5.2365  2.874  24.3478
O  6.9867  3.7689  16.1447
O  0.0893  10.2154  17.9313
O  5.589  -2.7523  24.2494
O  10.8144  -2.2874  21.921
O  13.1271  0.6277  18.0111
O  -2.8778  2.9888  18.3854
O  3.5891  -2.839  26.031
O  6.7502  8.7653  18.9013
O  6.6482  1.2715  16.9592
O  0.5464  2.7584  24.1771
O  -2.4096  8.5936  20.848
O  2.1991  11.6988  24.1091
O  0.603  15.9036  25.5977
O  6.9516  1.2527  23.0506
O  4.3315  2.1819  17.8813
O  8.5724  5.9425  18.9649
O  3.6548  14.0839  22.1924
O  7.471  3.7845  23.3637
O  9.6566  -4.5698  21.3549

Results
free energy: -113256.364 eV
free energy less fixed offsets of O -570.45, Si -639.56 eV per atom: -0.364 eV

Forces (eV/angstrom), in the order of the atoms: element, x, y, z
Si  -0.0028  -0.0018  -0.0006
Si  0.0022  -0.0005  -0.0019
Si  0.0022  -0.0002  0.0002
Si  0.0016  -0.0017  -0.0001
Si  0.0013  -0.0001  -0.0012
Si  0.0037  -0.0046  -0.0075
Si  -0.0068  0.0036  -0.0063
Si  0.0021  0.0032  0.0001
Si  -0.0002  0.0014  0.0013
Si  0.0009  -0.0001  0
Si  -0.0001  -0.0018  -0.0006
Si  0.0001  -0.0027  0.0009
Si  0.0012  -0.0021  0.0001
Si  0.0013  0  0.0004
Si  -0.0004  0.0015  0.001
Si  -0.0014  -0.0001  -0.0005
Si  0.0011  -0.0003  0.0006
Si  0.0008  -0.0003  0.0002
Si  0.0001  0.0005  0.0008
Si  0.0005  -0.0001  0.0001
Si  -0.0021  -0.0013  0.0014
Si  0.0011  -0.0002  0
Si  -0.0011  -0.0001  -0.0003
Si  0.0014  -0.001  0.0003
Si  0.0004  -0.0007  -0.0012
Si  -0.0008  0.0003  0
Si  0  -0.0013  -0.0004
Si  0.0002  -0.0003  -0.0002
Si  0.0001  -0.0002  0.0015
Si  -0.0004  -0.0013  -0.0008
Si  0.0002  -0.0001  -0.0003
Si  0.0006  -0.0006  0.0002
Si  -0.0003  0.0005  -0.0005
Si  0  -0.0002  -0.0007
Si  0.0004  -0.0011  -0.0007
Si  0.0001  -0.0005  -0.0007
Si  0.0001  -0.0016  -0.0011
Si  0.0006  -0.0007  -0.0003
Si  -0.0007  0.0004  -0.0005
Si  -0.001  0.0001  -0.0007
Si  0.0001  -0.0007  0
Si  0.0002  -0.0008  -0.0003
Si  0.0011  0  -0.0002
Si  -0.0001  -0.0005  -0.0002
Si  0  -0.0005  -0.0002
Si  -0.0003  -0.0002  0.0001
Si  0.0002  -0.0009  -0.0003
Si  0.0006  -0.0006  -0.0004
Si  0.0002  -0.0004  -0.0003
Si  0  0  -0.0005
Si  -0.0005  -0.0003  -0.0006
Si  -0.0007  -0.0006  -0.0003
Si  -0.0007  -0.0004  -0.0005
Si  -0.0004  -0.0006  -0.0003
Si  -0.0005  -0.0001  -0.0002
Si  -0.0003  -0.0002  -0.0003
Si  0.0011  0.0005  0.0004
Si  0.0009  0.0003  0.0004
Si  0  -0.0009  -0.0003
Si  -0.0002  0.0001  -0.0003
Si  -0.0013  -0.0002  -0.0002
Si  -0.0012  -0.0001  0.0001
Si  0  -0.0002  0.0004
Si  0.0004  0  -0.0001
Si  0.0006  0  -0.0012
Si  -0.0011  0.0003  -0.0007
Si  0.0005  -0.0007  0.0004
Si  -0.0003  0.0015  0.0003
Si  -0.0013  0.0001  0
Si  0.0019  -0.0002  0.0009
Si  0.0007  -0.0004  0.0018
Si  -0.0011  -0.0002  0.0004
Si  0.0028  -0.0008  -0.0027
Si  0.0011  -0.0003  -0.0015
Si  -0.0006  -0.0007  -0.0021
Si  -0.0006  -0.0003  -0.0009
Si  -0.0029  0.0015  -0.0017
Si  -0.0036  0.0012  -0.001
Si  -0.0003  -0.0003  -0.0015
Si  -0.0009  -0.0003  -0.0013
Si  -0.0005  0.001  -0.0002
Si  0.0013  -0.0003  -0.0022
Si  -0.0005  0.0017  0.0017
Si  0.0012  0.0001  0.0013
Si  0.0012  0.0007  0.0007
Si  0.0007  -0.003  0.0023
Si  0.0006  0  -0.0021
Si  0.0015  -0.0015  -0.0018
Si  -0.0006  0.0007  0.0014
Si  0.0011  -0.0011  0.0006
Si  0.0019  -0.0056  0.0025
Si  0.0017  0.0022  -0.0027
Si  -0.0036  0.004  -0.003
Si  -0.0035  0.0047  0.004
Si  -0.0068  -0.0017  -0.0048
Si  -0.0043  -0.0075  -0.0004
Si  0.0002  0.0009  -0.0016
Si  0.0018  0.0013  -0.0012
Si  -0.0001  0.001  0.0014
Si  0.001  0.0006  -0.0009
Si  0.0007  -0.0008  -0.0008
Si  0.001  0.0009  -0.0017
Si  0.001  0.0011  -0.0014
Si  0.0004  0.0008  -0.001
Si  0.0018  -0.0002  0.0001
Si  0.0011  -0.0013  -0.0012
Si  -0.0012  -0.0013  -0.0022
Si  0.0007  -0.0015  0.0008
Si  0.0003  -0.001  0.0004
Si  -0.0013  -0.0001  0.0017
Si  -0.0013  0.0002  -0.0004
Si  -0.0003  -0.0019  0.0009
Si  -0.0014  0.0011  -0.0004
Si  -0.0007  0.0009  0
Si  -0.0001  -0.0011  -0.0003
Si  0.0007  -0.0002  0.0008
Si  0.0021  -0.001  -0.0005
Si  0.0004  -0.0007  -0.0003
Si  -0.0006  -0.0015  -0.0015
Si  0.0011  0.0011  0.0016
O  -0.0001  0.0004  0.001
O  -0.0003  -0.0002  -0.0009
O  -0.0006  -0.0006  0.0006
O  -0.0011  -0.0029  0.0017
O  0.0006  -0.0002  0.0003
O  -0.0002  -0.0018  -0.0013
O  0.0006  0.0009  0.0007
O  -0.0006  0.0001  -0.0004
O  -0.0005  -0.0007  0.0016
O  -0.0008  0.0007  -0.0007
O  -0.0002  -0.0004  0.0004
O  0.0001  0  -0.0003
O  0.0018  -0.002  -0.0012
O  -0.0006  0.0013  0.0068
O  0  0.0005  0.0004
O  0.0006  0.0001  -0.0012
O  0.0003  -0.0007  -0.0029
O  0.0003  0.0002  0.0012
O  0.0003  0.0008  -0.0003
O  0  0.0006  -0.0027
O  0.0002  0.0021  0.001
O  -0.001  -0.0002  -0.0072
O  -0.0006  0.0008  -0.0009
O  -0.0005  0  -0.0016
O  -0.002  -0.0037  0.0062
O  -0.001  0.0005  0.0008
O  0.0008  -0.0035  0.0012
O  -0.0007  0.0012  -0.0012
O  0.0077  0.0107  0.005
O  -0.0007  0.0009  0.0024
O  -0.0013  0.0005  -0.0011
O  0.0013  -0.0014  -0.0011
O  0.0001  0  0.0009
O  0.0009  -0.0001  0.0017
O  -0.0007  -0.0007  0.0012
O  -0.0014  0.0007  -0.003
O  -0.0005  0.0006  -0.0012
O  0.0009  0.0006  -0.0004
O  0.0003  0.0015  0.0012
O  0.0008  -0.0002  -0.0001
O  -0.0002  -0.001  -0.0007
O  0.0008  -0.0005  0.0006
O  0  0.0008  0.0004
O  -0.0007  0.0012  -0.0012
O  -0.0005  -0.0007  0.001
O  0.0038  -0.0004  -0.002
O  -0.0006  0.0011  -0.0007
O  0.0004  -0.0011  0.0006
O  0.0009  0.0006  -0.0009
O  0.0006  0.0001  -0.0015
O  -0.0009  0.0027  -0.001
O  0.0006  -0.0006  -0.0017
O  -0.0001  -0.0005  0.0007
O  -0.0008  0.0015  -0.0005
O  0.0009  -0.0002  0.0006
O  -0.0007  0.0006  -0.0007
O  0  0.0009  -0.0003
O  -0.0003  -0.0002  -0.0009
O  0.0005  -0.0007  -0.0005
O  0.0006  0.0008  -0.0009
O  -0.001  -0.0001  -0.0006
O  0.0002  -0.0014  -0.0012
O  -0.0001  -0.0013  -0.001
O  -0.0002  -0.001  0.0005

The program warned: the cutoff lies below the one the program advises for these potential files; the forces do not sum to zero within the program's tolerance; empty levels may hold ghost states of the PAW files; the exchange-correlation potential is rough where the density is thin.
